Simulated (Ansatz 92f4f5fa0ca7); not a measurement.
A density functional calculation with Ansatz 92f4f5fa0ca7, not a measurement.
Periodic cell of 130 atoms, Si86O44, from a study of silicon, its oxide and their interface. The atomic structure is a simulated model.

Settings: functional r2SCAN; potential files Ansatz norm-conserving; basis plane waves; wave-function cutoff 1300 eV; density cutoff ratio 4; exchange-correlation grid ratio 1; k mesh 2 x 2 x 1, shifted by 0.5 0.5 0.5 of a step; self-consistency stop 5e-08 eV per atom in the density residual; occupations Fermi-Dirac, 0.05 eV; spin none; net charge 0.

Cell vectors (angstrom)
a	10.88	0	0
b	0	10.88	0
c	0	0	19.5482

Atoms and the computed forces on them: element, x, y, z (angstrom), force x, y, z (eV/angstrom)
Si	0.1687	-0.2892	-0.1907	-0.9008	1.0829	0.4138
Si	3.0119	2.2653	-0.0936	0.643	-1.8834	-1.5453
Si	-0.2172	5.6894	-0.2924	1.0044	-1.0129	-0.3494
Si	2.4867	8.5161	-0.2483	-0.7082	-0.521	-0.8412
Si	5.2071	0.0677	-0.0926	-1.7642	4.607	1.8983
Si	8.0786	3.1366	0.3314	-0.5262	0.2608	-2.4137
Si	5.7724	4.9019	0.195	0.3023	-0.773	-1.3781
Si	8.3425	7.6093	-0.0323	3.2046	1.3817	-1.4962
Si	1.4611	1.1922	1.3833	-1.1959	0.1049	-1.3905
Si	3.8892	3.8648	1.4277	2.6645	-0.2712	-1.3935
Si	1.434	6.696	1.2718	-0.1198	1.2995	-1.5952
Si	3.8698	9.5767	1.4186	1.8115	-1.1867	-1.9541
Si	6.8503	1.3986	1.2788	-1.4616	-0.5781	-0.3704
Si	9.4909	4.5159	1.4764	-0.4985	0.22	0.1685
Si	6.9174	6.5772	1.3012	-0.5645	-1.3706	0.0315
Si	9.4784	9.4355	1.174	-0.8289	-0.4744	-0.2843
Si	-0.2376	2.774	2.4867	2.2307	-0.2947	0.569
Si	2.6441	-0.1387	2.8635	-1.3229	1.1607	1.336
Si	-0.0525	8.1993	2.6071	0.4877	-0.2097	-0.4793
Si	3.0777	5.6198	2.5653	-1.943	-0.3038	0.9934
Si	5.5051	2.6859	2.7901	-0.9512	-0.4666	-1.0835
Si	7.9069	-0.2119	2.4916	3.1593	1.9532	-0.1357
Si	5.5173	7.9091	2.3572	-1.2232	3.0625	1.4667
Si	8.0471	5.8295	3.0868	0.9956	-1.9714	-0.9393
Si	1.4383	4.1097	3.7631	-0.8804	1.3092	-0.5899
Si	3.975	1.45	4.0652	0.6182	-0.9745	0.7673
Si	0.967	9.5601	4.1745	2.6732	-0.2184	0.1794
Si	4.3098	6.9883	4.1052	-0.7616	-1.9807	0.2762
Si	6.8971	4.0316	4.0066	-0.6541	0.4117	1.6935
Si	9.4072	1.3969	3.9661	-0.4446	-1.5081	0.6588
Si	6.7806	9.4481	3.883	-1.5753	-1.3005	1.4869
Si	9.5795	7.0724	4.1594	-0.1837	-0.4292	0.6653
Si	-0.1461	-0.0335	5.7579	-1.5001	0.3255	-1.7535
Si	2.5862	2.9299	5.2792	0.0863	-1.7688	1.9115
Si	-0.0079	5.4228	5.1878	-0.4626	-0.5236	0.0742
Si	2.585	8.0613	5.3966	-0.3883	0.9441	-0.7945
Si	5.2995	-0.1625	5.348	0.3924	0.5518	0.302
Si	7.9825	2.5555	5.5061	0.6678	0.2363	-0.8133
Si	5.4289	5.2201	5.5355	-0.5236	0.5175	-0.7125
Si	8.0483	8.1865	5.5418	-0.2115	-0.0549	-0.3789
Si	1.1917	1.4533	6.8337	1.2347	0.6128	-0.4574
Si	3.9223	3.9364	6.9907	1.2957	0.633	-0.93
Si	1.0156	6.8703	6.6291	1.9802	0.0148	1.7594
Si	4.0348	9.3149	6.7632	-0.6288	0.8846	1.06
Si	6.6736	1.1746	6.9476	0.1011	-0.32	-1.917
Si	9.472	4.0383	6.5342	-0.0373	0.0501	2.2543
Si	6.6571	6.7356	6.8121	0.3405	0.2437	1.4416
Si	9.2516	9.4564	7.0566	-0.0963	2.2856	-0.1085
Si	-0.0293	2.7447	8.3123	-0.6466	1.1798	-2.5292
Si	2.6056	0.0627	8.0623	1.8072	-0.1253	-0.6002
Si	0.0182	8.5934	8.3293	0.4301	-2.3446	-0.08
Si	2.8473	5.7543	7.9927	-3.4323	-0.7794	-1.2406
Si	5.568	2.5991	8.2591	-0.9379	0.6827	-0.3395
Si	8.0632	0.1625	8.4834	1.026	-1.1178	-0.399
Si	5.3674	8.1532	8.4729	0.3877	-0.2123	-0.9911
Si	8.1031	5.4714	8.2727	0.9983	0.5414	-0.9168
Si	1.2655	4.3627	9.2532	2.7427	-0.8932	0.2754
Si	4.1572	1.2537	9.4625	-0.2006	-1.2144	0.0783
Si	1.4313	9.8558	9.6875	0.3388	0.7948	1.0387
Si	3.6539	6.93	9.6617	1.5882	0.3857	1.2297
Si	6.8033	4.007	9.6216	-0.4329	0.0898	-0.4
Si	9.5665	1.5438	9.7028	-0.2665	-1.0822	0.0856
Si	6.8984	9.5776	9.8538	0.5827	-0.678	0.951
Si	9.6799	7.105	9.685	-1.7063	-1.7788	-0.0979
Si	0.3562	0.6357	11.1385	0.7389	-0.0475	-1.2866
Si	2.7506	2.7289	10.4587	-1.5891	0.1109	0.7266
Si	-0.1049	5.3485	10.7031	-0.9248	-0.1744	3.8426
Si	3.2012	8.9316	11.0949	-1.6224	-2.3474	2.5954
Si	5.4783	-0.0219	11.1452	-1.2101	0.7329	0.5408
Si	8.4814	3.0271	11.0185	0.638	1.494	-1.3452
Si	4.7339	4.9012	10.5283	0.7589	0.6294	-0.5904
Si	8.3971	7.9497	11.5566	-0.2574	0.8393	0.2269
Si	1.7195	3.8937	17.3267	-2.1827	-2.3282	-1.1249
Si	2.1114	8.7251	14.1361	1.0489	3.0165	-0.2852
Si	6.9218	1.8604	13.3029	-1.2641	-0.898	-0.0023
Si	10.8033	7.1462	13.3697	-2.8462	-0.7967	0.3316
Si	6.5303	5.885	12.6917	2.2077	2.0623	5.8534
Si	10.907	10.9106	13.8651	0.2271	2.9649	2.6566
Si	4.071	-3.0238	16.4837	-2.4014	1.3404	-2.9316
Si	7.9914	0.0301	15.4012	5.3123	-3.1785	1.1884
Si	6.182	4.3693	15.058	4.1783	0.365	-2.3386
Si	-1.5403	1.5432	17.4574	4.764	3.1324	1.1876
Si	0.0827	2.8499	15.1062	1.7416	-1.99	-0.3759
Si	4.4455	5.1494	17.1229	0.497	2.5426	-1.9125
Si	8.8539	15.9873	14.1704	-1.0653	-5.8054	1.3065
Si	6.6453	9.1211	17.3765	-1.1129	-1.3398	-0.7284
O	1.173	-1.4455	-0.6919	0.7528	-0.3456	-0.0104
O	-0.6827	0.3547	-1.4671	0.6736	-2.0248	1.6053
O	2.0232	2.5402	-1.3712	-0.009	-0.0625	0.9075
O	-0.2903	2.22	-2.9963	-2.9341	-0.2648	0.4626
O	0.493	4.6958	-1.5056	-0.8949	1.7114	1.1008
O	-3.8742	4.0346	-0.6527	-0.9537	-0.1122	2.7379
O	3.1012	8.2565	-1.8213	0.3662	-0.198	1.6175
O	5.431	4.1086	-3.1641	-1.5398	0.0493	1.5541
O	5.752	-0.6632	-1.3433	2.4364	-2.4008	-2.754
O	4.3284	1.3538	-0.944	-1.3589	-0.1777	3.4622
O	9.0783	2.5921	-0.8478	-0.2495	-1.1518	-0.9297
O	5.1498	5.7181	-1.0947	-0.1721	0.4951	-0.2969
O	7.8707	4.7663	-4.1147	-3.5538	0.411	-0.9378
O	9.6429	6.8537	-0.8983	-0.2973	-0.7796	1.5461
O	7.5512	8.15	-1.3144	-0.2807	0.5177	0.7189
O	0.4213	1.6135	14.0125	-0.5418	2.2163	1.1085
O	-0.4176	-0.178	12.3661	0.6572	0.612	-2.6534
O	1.6411	1.7254	11.3307	-0.4016	-0.1223	-0.1249
O	3.9565	3.6394	11.2378	-0.791	0.4972	0.1486
O	0.5111	6.0475	12.3407	-0.6207	-0.6804	-2.0271
O	1.4819	10.3405	14.1848	1.1764	-3.5131	0.03
O	2.4221	8.292	12.5708	0.562	1.1807	-1.1769
O	4.5398	9.5598	11.8315	-0.007	1.5729	-1.3533
O	5.9224	1.1885	12.2343	-1.268	-1.6692	-1.6878
O	8.1412	2.345	12.3963	0.0263	-1.0815	1.7239
O	9.7561	4.035	11.2359	1.1766	2.0422	-0.5864
O	5.6519	5.8598	11.4907	-2.6714	-0.5295	-2.5518
O	9.6703	8.1279	12.6216	0.5845	0.0348	-0.4489
O	7.1544	7.5003	12.6075	0.4449	-2.2479	-0.6136
O	-2.7021	1.1228	16.5338	-2.1716	0.3589	0.59
O	1.5561	14.3157	15.7352	-1.1051	1.6327	-0.1054
O	-1.2769	10.7902	14.7899	-2.3513	-1.3509	1.0667
O	6.2447	2.9664	14.2159	-0.2568	0.7536	0.1733
O	7.7995	4.8066	12.8019	0.696	2.6866	1.2022
O	9.7185	6.3475	14.3972	1.5603	2.0406	-0.9352
O	11.6663	7.8813	14.532	0.3207	-0.8165	-0.8782
O	5.5441	5.5334	14.0793	2.3735	-0.0255	-1.5136
O	3.956	6.3383	15.9726	0.7831	-1.664	2.5237
O	7.1236	0.6174	14.3169	-1.5653	0.6892	-2.53
O	3.0697	-6.2517	17.5738	-0.2542	0.2856	0.7351
O	9.821	3.7242	14.3895	0.2877	1.3736	-0.6271
O	5.6249	-2.7755	16.6364	-0.4441	0.7882	0.5801
O	7.555	9.4861	16.1165	0.6733	2.9349	-1.177
O	3.4334	8.7185	15.0898	-0.3086	-1.1961	1.4234

Results
free energy: -30544.429 eV
free energy less fixed offsets of O -463.61, Si -117.95 eV per atom: -1.889 eV
pressure: -1.82 GPa
stress xx, yy, zz, yz, xz, xy (GPa, positive in tension): 1.91, 0.79, 2.78, 0.53, -0.15, -0.7
